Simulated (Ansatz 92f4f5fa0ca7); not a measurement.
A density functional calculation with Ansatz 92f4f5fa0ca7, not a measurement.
Periodic cell of 228 atoms, Si134O92H2, from a study of silicon, its oxide and their interface. The atomic structure is a simulated model.
Doubt: the cutoff is far below the 930 eV that the study's wrapper takes by default for these files, so forces and energies are approximate.

Settings
functional: PBE
potential files: Ansatz PAW
basis: plane waves
wave-function cutoff: 580 eV
density cutoff ratio: 5
exchange-correlation grid ratio: 1
k mesh: 1 x 1 x 1, Gamma-centred
self-consistency stop: 5e-08 eV per atom in the density residual
occupations: fixed
spin: none
net charge: 0

Cell vectors (angstrom)
a 10.938 0 0
b 0 10.938 0
c 0 0 32.21

Atoms and the computed forces on them: element, x, y, z (angstrom), force x, y, z (eV/angstrom)
Si 0.255 -0.3844 24.8255 0.0339 -0.1087 -0.3235
Si 5.5273 -0.3127 24.6658 0.1394 -0.0976 -0.3664
Si 2.59 2.9123 24.6943 -0.0672 0.0519 -0.3389
Si 8.0036 3.1283 24.5198 -0.0178 0.1563 -0.2717
Si 0.2154 5.0181 24.6668 0.0403 0.1341 -0.289
Si 5.6796 5.2923 24.79 0.0048 0.0041 -0.4045
Si 2.4874 8.2683 24.9318 -0.2225 -0.0082 -0.4382
Si 7.8337 8.4684 24.6057 0.0692 -0.0941 -0.3444
Si 1.3898 1.3216 26.0238 0.0249 0.0395 -0.1418
Si 6.8339 1.3645 25.8245 0.0124 -0.0231 -0.1803
Si 4.0887 4.11 26.0707 -0.066 -0.0118 -0.1011
Si 9.5475 4.0409 26.0795 0.0129 -0.0359 -0.1004
Si 1.2373 6.7231 26.0936 -0.0436 -0.226 -0.2141
Si 6.8702 6.8444 26.0717 -0.0245 0.0775 -0.1574
Si 4.1145 9.4792 26.1423 -0.0846 0.0378 -0.0836
Si 9.482 9.5237 26.0311 -0.0791 -0.0594 -0.1091
Si 2.7586 -0.005 27.4206 0.0112 -0.0158 0.1981
Si 8.1836 0.0413 27.3633 -0.0938 0.0354 -0.0352
Si -0.004 2.6826 27.4135 0.1502 -0.0326 0.071
Si 5.488 2.6958 27.3604 0.0923 0.0811 0.0077
Si 2.7168 5.4688 27.4385 0.0616 -0.0057 0.0226
Si 8.2431 5.4817 27.4234 -0.0079 -0.0245 0.1159
Si -0.0749 8.1634 27.4158 0.0752 0.1674 0.0957
Si 5.4962 8.1545 27.4635 0.0125 -0.0225 0.1216
Si 4.1018 1.3673 28.7918 0.2079 -0.038 -0.1131
Si 9.5708 1.3673 28.7918 -0.1325 -0.1707 -0.0375
Si 1.3673 4.1018 28.7918 -0.1178 -0.2371 -0.0536
Si 6.8362 4.1018 28.7918 0.028 -0.0991 -0.4083
Si 4.1018 6.8362 28.7918 -0.1192 -0.1506 0.2273
Si 9.5708 6.8362 28.7918 -0.1291 -0.1105 0.4889
Si 1.3673 9.5708 28.7918 -0.1788 -0.1314 -0.3383
Si 6.8362 9.5708 28.7918 0.094 0.2327 -0.1623
Si 0 0 30.159 -0.0926 -0.0707 -0.0278
Si 5.469 0 30.159 -0.0178 0.0101 -0.0214
Si 2.7345 2.7345 30.159 -0.0091 0.0359 -0.0389
Si 8.2035 2.7345 30.159 0.016 0.0128 -0.0325
Si 0 5.469 30.159 -0.0239 -0.0007 -0.0037
Si 5.469 5.469 30.159 -0.105 -0.046 -0.0205
Si 2.7345 8.2035 30.159 -0.0028 -0.0333 -0.0201
Si 8.2035 8.2035 30.159 0.0445 0.0142 -0.0042
Si 1.3673 1.3673 31.5263 0.0417 -0.0166 -0.0285
Si 6.8362 1.3673 31.5263 0.0141 -0.0006 -0.0368
Si 4.1018 4.1018 31.5263 0.0184 -0.0209 -0.0021
Si 9.5708 4.1018 31.5263 -0.0012 -0.0014 -0.0222
Si 1.3673 6.8362 31.5263 0.0078 -0.0224 -0.0228
Si 6.8362 6.8362 31.5263 -0.0116 0.0318 -0.0282
Si 4.1018 9.5708 31.5263 -0.0001 0.0384 -0.0238
Si 9.5708 9.5708 31.5263 0.0265 -0.021 0.005
Si 2.7345 0 0.6835 0.0051 -0.0195 0.0262
Si 8.2035 0 0.6835 -0.054 0.0568 0.002
Si 0 2.7345 0.6835 -0.0069 0.007 0.0245
Si 5.469 2.7345 0.6835 0.0191 -0.0494 0.0116
Si 2.7345 5.469 0.6835 -0.0169 0.0327 0.0143
Si 8.2035 5.469 0.6835 0.0065 -0.0054 0.0166
Si 0 8.2035 0.6835 0.0082 -0.0074 0.0209
Si 5.469 8.2035 0.6835 -0.0477 -0.0079 0.0228
Si 4.1018 1.3673 2.0507 0.0028 0.0751 -0.0099
Si 9.5708 1.3673 2.0507 0.0092 -0.0451 0.0242
Si 1.3673 4.1018 2.0507 0.0831 -0.0073 0.019
Si 6.8362 4.1018 2.0507 0.0002 0.0249 0.007
Si 4.1018 6.8362 2.0507 0.0524 -0.0263 0.0181
Si 9.5708 6.8362 2.0507 -0.0047 0.0186 0.022
Si 1.3673 9.5708 2.0507 -0.0331 0.0133 0.0068
Si 6.8362 9.5708 2.0507 0.0892 0.0487 0.0134
Si 0 0 3.418 -0.1285 -0.2732 -0.1689
Si 5.469 0 3.418 -0.0063 -0.0551 0.1855
Si 2.7345 2.7345 3.418 0.2259 0.0968 -0.4565
Si 8.2035 2.7345 3.418 0.1577 0.2976 0.0469
Si 0 5.469 3.418 0.0495 0.226 0.2485
Si 5.469 5.469 3.418 0.08 0.2062 -0.1492
Si 2.7345 8.2035 3.418 -0.1416 -0.0427 0.2832
Si 8.2035 8.2035 3.418 0.1368 0.2067 0.0418
Si 1.3807 1.3632 4.7028 0.0045 0.0188 -0.2021
Si 6.8536 1.3869 4.773 -0.0682 -0.0852 0.005
Si 4.0871 4.1359 4.7525 0.0356 -0.057 -0.0677
Si 9.5675 4.1472 4.8141 -0.0875 -0.0356 -0.0653
Si 1.3491 6.8585 4.855 -0.0337 0.014 0.0354
Si 6.8247 6.8788 4.7819 -0.0464 0.0415 -0.1251
Si 4.0937 9.5616 4.8121 0.0302 0.0079 -0.1188
Si 9.6072 9.5472 4.8321 -0.1371 -0.0365 0.0724
Si 2.7074 0.0375 6.0851 0.0384 0.054 0.1178
Si 8.2256 0.0494 6.1496 0.0968 0.0561 0.1768
Si 0.0866 2.7502 6.0384 -0.0659 -0.0077 0.1807
Si 5.5251 2.8255 6.0769 0.0331 0.0077 0.205
Si 2.7493 5.4764 6.1709 -0.0432 -0.0337 0.1305
Si 8.2543 5.627 6.1712 0.0069 -0.0473 0.1256
Si 0.032 8.2152 6.3613 0.0493 0.0648 0.0677
Si 5.4526 8.2086 6.2063 0.0219 -0.1102 0.0977
Si 3.8919 1.6624 7.2829 0.0629 0.0601 0.4919
Si 9.9183 1.2131 7.3894 0.0048 -0.0108 0.2689
Si 1.6444 3.8132 7.4524 -0.0073 0.0128 0.5147
Si 6.6744 4.4516 7.4038 -0.0744 -0.0014 0.3089
Si 4.3544 6.5435 7.5294 -0.0496 0.0037 0.3915
Si 9.2661 7.1813 7.7386 -0.0823 -0.0451 0.4432
Si 1.1846 9.9419 7.5658 -0.02 0.0242 0.334
Si 7.0184 9.4411 7.4642 0.0533 0.0883 0.2332
O 5.4634 5.409 8.0228 0.1728 0.029 -0.4905
O 0.0026 0.0744 8.0507 0.0183 0.02 -0.4983
O 2.8107 2.738 7.9438 0.0094 -0.0605 -0.5525
O 8.2119 8.4276 7.961 -0.0176 -0.1415 -0.2269
O 1.4134 9.4205 24.4186 -0.1016 0.1088 0.4996
O 6.7189 4.1376 24.2209 0.1783 -0.0742 0.3881
O 6.6639 9.5414 24.0691 0.0373 0.0577 0.5527
O 1.4269 3.9848 24.1888 0.0076 0.0178 0.4405
O 6.364 10.01 8.8776 -0.008 0.0247 -0.2495
O 0.9735 4.2591 8.9117 0.0302 -0.0301 -0.5889
O 1.9733 9.5419 8.9658 -0.1292 0.0379 -0.4299
O 7.5438 4.0472 8.7556 -0.0124 -0.0203 -0.1955
O 9.4739 6.6999 9.3536 0.1468 0.0482 -0.7983
O 4.5553 0.9548 8.6036 0.0207 -0.0218 -0.1175
O 3.6929 7.0352 8.962 0.1269 -0.004 -0.4585
O 9.5278 2.1726 8.6768 -0.0236 -0.0029 -0.137
O 4.59 0.0986 23.3606 0.0836 0.0074 0.1517
O 8.806 3.1898 23.0214 -0.3043 -0.2329 0.5793
O 10.4108 5.3088 23.2057 0.142 0.0513 0.2168
O 5.2058 6.0624 23.401 0.0827 -0.0895 0.3521
O 8.4216 7.8068 23.2092 -0.0469 0.1245 0.378
O 3.3222 2.3945 23.2893 -0.072 0.1047 0.36
O 2.9407 7.4463 23.5806 0.0004 0.041 0.2138
O 10.5803 0.0133 23.3311 0.0057 -0.0436 0.4083
Si -0.4497 9.1367 12.3665 -0.0399 -0.002 0.1797
Si 9.1224 2.6865 14.7858 0.1212 0.0459 -0.0398
Si 4.1103 12.0718 14.3017 -0.1317 -0.072 -0.022
Si -0.0122 11.6049 13.6438 0.0017 -0.0598 0.0011
Si 10.3862 4.8864 16.6128 0.0244 -0.0716 0.1016
Si 2.1982 4.8213 14.9063 -0.0152 -0.0235 -0.05
Si 11.1047 3.7925 19.492 0.2316 -0.0622 -0.2309
Si 3.5041 0.9735 22.4981 0.098 0.0355 -0.1559
Si 2.0561 9.4913 10.5871 -0.0663 0.0373 0.4603
Si 0.2047 -2.9963 20.585 0.0849 -0.0845 -0.1237
Si 7.413 2.4798 19.6485 -0.0165 -0.0905 -0.0472
Si 8.195 2.7172 9.4271 0.0695 0.0283 0.1851
Si 4.6089 -0.4142 11.7913 -0.0187 -0.1517 0.1396
Si 8.714 6.9581 10.7916 -0.1677 0.0799 0.4844
Si 1.3368 4.3142 10.4933 0.1195 -0.1131 0.3461
Si 4.9986 11.3594 19.8746 0.2457 -0.0639 -0.1758
Si 11.4973 -0.2355 21.9959 -0.122 -0.1208 -0.3652
Si 3.3725 6.7627 10.5383 0.0547 -0.0314 0.359
Si 9.4181 4.4754 22.1832 0.1661 0.0613 -0.2885
Si 3.5266 7.4973 15.3839 -0.0034 -0.0553 0.0988
Si 4.8141 3.3599 15.9386 -0.0609 0.0276 0.0658
Si 9.3504 4.1316 11.8821 0.0558 0.1286 0.2582
Si -0.6921 1.0074 19.3609 -0.1175 0.2502 -0.1516
Si 15.6462 0.7921 17.0454 -0.0753 -0.0207 0.0689
Si 6.4847 4.8553 17.7692 0.0123 -0.0931 0.2077
Si 0.9498 -1.7445 14.9055 -0.117 0.0871 -0.0707
Si 12.7874 2.6668 12.6597 -0.0209 0.03 0.026
Si 2.199 5.6741 20.5107 -0.0434 -0.0296 -0.2902
Si 15.1771 6.6573 18.4108 -0.0314 0.0129 0.0751
Si 6.5004 -2.5614 14.5407 0.0208 -0.0785 0.0117
Si 5.5799 8.378 20.4899 0.063 0.0736 -0.2275
Si 8.3619 7.1415 16.8483 -0.0265 0.0191 -0.0255
Si 5.9558 7.6261 11.6492 0.1207 0.0164 0.1442
Si 7.4356 0.2271 15.5555 0.0123 -0.0692 0.0715
Si 8.3129 7.2195 21.6875 -0.0766 0.0728 -0.3431
Si 3.9813 6.7243 22.5781 -0.0178 0.0148 -0.166
Si 5.8962 0.5447 9.4091 -0.1853 -0.0556 0.2095
Si 9.7418 -1.19 17.1812 0.0697 -0.0799 0.0193
O 9.5518 7.7593 20.7922 -0.0785 -0.0204 0.0859
O 6.02 15.3661 16.2415 -0.0229 -0.0583 -0.1461
O 11.6452 -1.787 21.542 0.0734 0.1344 0.1235
O 7.2544 14.5829 18.5205 -0.0119 0.1302 -0.1255
O 5.6436 9.9959 20.4831 -0.0445 -0.0003 0.0688
O 8.7717 -0.2096 16.338 -0.0377 0.043 -0.0449
O 7.1114 1.5555 9.1791 0.0534 0.0459 -0.0523
O 0.9568 -4.372 21.0481 -0.0399 0.0812 0.0991
O 6.6902 -3.3191 13.1065 -0.0343 -0.0228 -0.0336
O 12.6064 4.2351 19.9776 -0.0281 0.0111 0.0789
O 0.5379 -2.7405 19.0055 -0.013 0.0111 0.0379
O 0.5821 9.6793 11.2315 0.0989 0.0744 -0.1694
O -1.5109 8.1594 11.6489 -0.0549 -0.0825 -0.1199
O 1.6943 4.0273 13.5727 0.0354 -0.0028 -0.0333
O 5.2337 9.0643 11.5042 -0.0157 0.0445 -0.0969
O 3.2845 5.5205 21.7085 0.0773 0.0405 0.1965
O 7.1479 7.3833 10.5578 -0.033 -0.0335 -0.0826
O 4.2334 0.0929 18.4469 0.016 0.0657 0.0152
O -0.5847 10.6674 18.3763 0.0135 -0.0825 -0.0262
O 2.0424 0.3045 22.3594 0.1225 0.0074 -0.0212
O -1.0979 10.5387 12.9918 0.083 -0.0227 -0.0427
O 4.7077 -0.0515 13.3694 0.0127 0.0384 -0.0384
O 7.4424 7.5844 15.59 -0.0248 -0.0028 -0.0351
O 3.7164 0.4691 15.7609 0.0898 0.0735 0.0348
O -2.2461 -5.3245 11.7269 -0.0146 0.053 -0.1789
O 4.6786 13.3524 17.2703 -0.0092 0.0246 -0.0956
O 2.2028 3.0584 11.1148 -0.0749 0.0402 -0.0552
O 2.5934 8.0596 11.1093 0.0382 -0.0076 -0.0794
O 9.1747 3.6053 13.4232 -0.0606 0.014 -0.1074
O 5.1093 -3.0374 18.9998 0.0062 0.0194 0.0374
O 9.6677 6.3181 16.3322 0.006 -0.0144 -0.0382
O 5.1065 5.2813 18.5572 0.0279 -0.0137 -0.0177
O 9.3991 3.6957 16.0475 -0.0395 -0.0335 -0.0123
O -0.5794 1.6259 14.816 -0.0677 -0.0215 0.0198
O 6.9972 -11.9282 14.5236 -0.0112 0.0568 -0.0164
O 2.3776 8.6322 15.3872 0.0238 0.0124 -0.0323
O 6.2249 11.2759 16.6463 0.0326 -0.0181 -0.0187
O 10.8847 4.3471 11.3556 0.0902 -0.0073 -0.0888
O 14.7445 -3.9704 16.8922 0.009 -0.0105 -0.0092
O 5.5605 0.6261 10.996 0.1133 0.0669 -0.3295
O 7.0013 7.739 20.8888 0.1262 -0.0788 0.1992
O 7.789 1.7162 14.9046 -0.0391 -0.0384 0.0077
O 10.1269 14.8492 20.8035 -0.2256 0.1385 0.4213
O 1.1779 10.7125 14.3248 0.0045 -0.0037 0.0335
O 2.3088 5.5765 10.7609 0.0015 0.0001 -0.1083
O 13.8396 6.2536 14.5074 0.0127 0.0074 -0.0228
O 11.8423 4.9611 15.8852 0.0092 0.0193 -0.0234
O 0.2778 8.3648 13.6389 -0.0036 -0.0025 -0.0855
O 4.4772 7.892 21.5705 -0.1141 -0.0366 0.2028
O 10.9135 9.2044 16.1957 -0.0347 -0.002 0.0716
O 0.5304 12.6453 12.5176 0.0498 0.0113 0.0012
O 8.5641 3.0305 10.9748 -0.1572 -0.1412 -0.3404
O 10.7244 0.5813 20.8404 0.057 -0.029 0.1914
O 10.5985 4.7116 18.234 -0.0614 0.0155 0.0167
O 8.7267 1.574 19.365 0.1171 -0.0829 -0.0083
O 2.8443 6.4834 19.2375 0.0258 0.0084 0.0234
O 11.2124 -8.6778 18.9341 -0.0434 -0.0428 0.039
O 6.1807 12.3877 19.5257 -0.1679 -0.0732 0.0314
O 14.2892 4.0159 15.7151 0.041 0.0074 0.052
O 8.2934 5.5811 21.7252 0.0358 -0.0767 0.1128
O 4.7575 6.5242 11.4058 -0.0929 -0.0187 -0.1819
O 4.9069 8.1763 14.8662 -0.0315 0.0308 0.0032
O -2.0946 8.4643 17.6791 0.0318 0.0259 0.0289
O 5.1307 13.3254 14.6458 0.0453 0.0401 -0.0031
O 3.084 -0.3341 11.2082 -0.0559 0.0058 -0.1504
O 7.4594 -4.7855 17.7727 0.0508 0.0126 0.0091
O 4.0457 1.1437 20.971 -0.1511 0.051 0.2943
O 13.8859 1.7741 13.4067 -0.0041 0.004 -0.035
H 7.4314 3.0826 20.9797 -0.0499 0.0329 0.079
H 1.3266 -3.22 18.6904 -0.0393 0.066 0.0405

Results
free energy: -137541.197 eV
free energy less fixed offsets of H -15.97, O -568.88, Si -635.61 eV per atom: -0.557 eV

The program warned: the cutoff lies below the one the program advises for these potential files; the forces do not sum to zero within the program's tolerance; the exchange-correlation potential is rough where the density is thin.
